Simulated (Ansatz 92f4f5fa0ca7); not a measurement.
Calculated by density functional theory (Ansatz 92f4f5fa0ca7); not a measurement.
Periodic cell of 276 atoms, Si163O107As6, from a study of silicon, its oxide and their interface. The atomic structure is a simulated model.
Doubt: the cutoff is far below the 930 eV that the study's wrapper takes by default for these files, so forces and energies are approximate.
This geometry differs little from another in the collection (a relaxation step or a small displacement).

Settings
functional: PBE
potential files: Ansatz PAW
basis: plane waves
wave-function cutoff: 580 eV
density cutoff ratio: 5
exchange-correlation grid ratio: 1
k mesh: 1 x 1 x 1, Gamma-centred
self-consistency stop: 5e-08 eV per atom in the density residual
occupations: fixed
spin: none
net charge: 0

Cell vectors (angstrom)
a  11.6015  0  0
b  0  13.3963  0
c  0  0  31.1244

Atoms and the computed forces on them: element, x, y, z (angstrom), force x, y, z (eV/angstrom)
Si  -0.047  -0.3304  24.4529  -0.0081  0.0056  -0.0006
Si  3.7481  -0.2909  24.1587  -0.0031  0.0043  0.0233
Si  7.6882  -0.0973  24.4148  0.005  -0.0035  0.0149
As  1.9232  3.1794  24.0854  0.012  0.0011  -0.0035
Si  5.9198  3.0437  24.3971  0.0098  0.005  0.0193
Si  9.7069  3.2679  24.5857  -0.0067  -0.001  -0.0065
Si  0.0978  6.609  24.5595  0.0001  -0.01  0.0191
Si  3.9488  6.4096  24.4025  0.0034  0.0039  0.0109
As  7.8528  6.5296  24.2077  0.0069  -0.0015  0.0136
Si  1.8324  9.7264  24.4384  0.0067  -0.0033  0.0258
Si  5.9091  9.585  24.2303  -0.0008  0.0155  0.0153
As  9.6827  9.8222  24.2153  -0.0054  -0.0053  0.0102
Si  0.047  2.017  25.135  0.0088  -0.0108  0.014
Si  3.8482  2.0144  25.0441  -0.0043  -0.0105  -0.0158
Si  7.8022  2.0551  25.3983  -0.0108  0.0022  -0.0012
Si  1.9872  5.3316  25.2315  -0.0063  0.0003  -0.0039
Si  5.9289  5.3567  25.1443  -0.0008  -0.0059  -0.0083
Si  9.7248  5.4979  25.3083  -0.0118  0.0101  -0.0006
Si  -0.0697  8.7945  25.4303  0.0083  0.0118  0.007
Si  3.8762  8.6824  25.1146  -0.0068  0.0055  -0.0111
Si  7.8172  8.6972  25.2905  0.0064  0.0029  -0.0072
Si  1.9197  12.0089  25.1701  0.0099  0.0003  -0.0034
Si  5.764  11.9896  24.8925  -0.0035  -0.0038  -0.003
Si  9.5785  12.0481  25.213  -0.0079  0.0036  -0.0027
Si  0.02  2.108  27.5233  -0.0029  0.0011  0.0102
Si  3.8777  2.0985  27.4636  0.0078  -0.012  0.0295
Si  7.744  2.1404  27.7059  0.0027  -0.0012  0.0125
Si  1.9705  5.4599  27.5861  0.0049  -0.0016  0.0193
Si  5.8221  5.4505  27.5241  -0.004  -0.009  0.0219
Si  9.7126  5.5106  27.6443  0.0003  -0.0045  0.0156
Si  -0.0028  8.8511  27.7246  0.0045  -0.0012  0.0178
Si  3.8835  8.8237  27.5138  0.0063  0.0016  0.0198
Si  7.7375  8.8276  27.6221  -0.004  -0.003  0.0231
Si  1.9425  12.1549  27.5502  -0.0022  -0.0069  0.014
Si  5.7786  12.1431  27.3863  -0.0013  -0.0018  0.0133
Si  9.6227  12.1766  27.5788  -0.0018  0.0043  0.0142
Si  1.9531  1.0165  28.3339  -0.0042  0.0026  0.0035
Si  5.7871  0.9803  28.3236  -0.0072  0.0107  -0.0064
Si  9.6896  1.0199  28.3745  0.0038  -0.0036  -0.0025
Si  0.0366  4.3502  28.3648  -0.0059  0.0024  0.0038
Si  3.896  4.3364  28.3419  0.0089  0.0144  -0.0038
Si  7.7526  4.4035  28.3848  0.0008  0.0008  0.0077
Si  1.9647  7.7143  28.3608  -0.0157  0.0031  -0.0071
Si  5.7942  7.6979  28.3442  0.0072  0.0097  -0.0001
Si  9.6651  7.7356  28.4196  0.0011  0.0022  0.0072
Si  -0.013  11.1077  28.3794  0.0049  -0.0003  0.0051
Si  3.8834  11.0653  28.3314  -0.0006  -0.0012  0.0013
Si  7.6848  11.0822  28.3497  0.0063  -0.0064  0.002
Si  1.9336  1.1164  30.7295  0.0633  -0.1964  -0.1492
Si  5.8008  1.1164  30.7295  -0.1058  -0.3268  -0.3017
Si  9.6679  1.1164  30.7295  0.1344  -0.1787  0.1613
Si  0  4.4654  30.7295  0.0614  -0.2122  -0.023
Si  3.8672  4.4654  30.7295  0.0678  -0.2894  -0.16
Si  7.7343  4.4654  30.7295  0.0149  -0.0506  0.1598
Si  1.9336  7.8145  30.7295  0.1553  -0.144  -0.0185
Si  5.8008  7.8145  30.7295  -0.0554  -0.2078  -0.0847
Si  9.6679  7.8145  30.7295  -0.0877  -0.1239  0.4557
Si  0  11.1635  30.7295  -0.0143  0.0582  0.1495
Si  3.8672  11.1635  30.7295  0.0927  -0.1665  -0.2106
Si  7.7343  11.1635  30.7295  -0.152  -0.0678  -0.1218
Si  0  0  0.3944  -0.0122  0.0384  -0.0557
Si  3.8672  0  0.3944  -0.0039  0.2101  0.0393
Si  7.7343  0  0.3944  -0.1273  0.1013  -0.0807
Si  1.9336  3.3491  0.3944  0.071  0.2746  0.1497
Si  5.8008  3.3491  0.3944  -0.0845  0.0915  -0.1417
Si  9.6679  3.3491  0.3944  -0.0665  0.289  -0.1607
Si  0  6.6981  0.3944  -0.032  0.0141  -0.0567
Si  3.8672  6.6981  0.3944  -0.0646  0.2019  0.1371
Si  7.7343  6.6981  0.3944  0.0751  0.1574  0.0807
Si  1.9336  10.0472  0.3944  0.1157  0.0568  -0.1628
Si  5.8008  10.0472  0.3944  -0.0435  0.1535  0.0643
Si  9.6679  10.0472  0.3944  -0.1052  0.1422  -0.2697
Si  -0.008  0.069  2.7438  -0.006  -0.0004  -0.0064
Si  3.8442  0.0908  2.7647  -0.0221  -0.0139  0.0096
Si  7.6947  0.0856  2.7536  0.023  -0.0064  0.0052
Si  1.9411  3.4615  2.7846  -0.0103  -0.0096  0.0084
Si  5.7832  3.4034  2.75  0.0125  0.0007  0.0056
Si  9.6481  3.4688  2.7407  -0.0037  -0.0066  -0.003
Si  -0.0121  6.7618  2.7604  -0.0095  0.0103  0.0101
Si  3.8564  6.776  2.781  0.0035  -0.0108  0.0049
Si  7.7332  6.7904  2.7628  -0.0096  -0.0022  -0.0009
Si  1.9469  10.1055  2.7508  0.0013  0.0014  -0.0048
Si  5.7781  10.127  2.7713  -0.0018  0.0014  -0.0008
Si  9.6256  10.1531  2.7318  0.0041  0.0065  0.0025
Si  -0.0242  2.3331  3.4469  0.0033  0.0034  -0.0141
Si  3.8548  2.3288  3.6059  0.0002  0.0035  -0.0136
Si  7.7369  2.3296  3.5168  -0.0014  0.0064  -0.0133
Si  1.9198  5.7169  3.6321  0.0055  0.0057  -0.0151
Si  5.8046  5.6442  3.4978  -0.0004  0.0035  -0.0044
Si  9.6518  5.7011  3.62  0.0103  0.0088  -0.0207
Si  -0.0362  9.0269  3.4225  -0.0052  -0.0175  -0.0079
Si  3.8726  9.0074  3.6191  -0.0034  0.004  -0.0161
Si  7.7176  9.0399  3.5615  0.0056  0.0002  -0.015
Si  1.924  12.336  3.5259  0.0201  0.0082  -0.0029
Si  5.7588  12.3731  3.5575  -0.0036  0.0018  -0.0182
Si  9.6327  12.3897  3.5201  -0.0135  0.0132  -0.0089
Si  -0.0782  2.3861  5.7609  -0.0043  0.0008  0.0106
Si  3.8326  2.4177  6.0046  -0.0037  -0.0003  0.0083
Si  7.7913  2.4145  5.8584  0.0046  -0.0034  0.0086
Si  1.8714  5.8955  6.0422  0.0038  -0.0036  0.0146
Si  5.8579  5.638  5.8341  0.003  0.0039  -0.0012
Si  9.6082  5.7834  6.0257  0.0013  -0.0006  0.0146
Si  -0.0964  9.194  5.7322  0.0132  0.0027  0.0068
Si  3.92  9.0666  6.0321  0.0231  0.0013  0.0135
Si  7.712  9.1714  5.9344  -0.0074  -0.004  0.015
Si  1.8642  12.3403  5.8739  0.0039  0.0023  -0.0031
Si  5.7023  12.4899  5.9288  -0.0102  -0.0113  0.0119
Si  9.6078  12.516  5.8643  -0.0035  -0.0097  -0.0045
Si  1.82  1.223  6.5163  0.0127  -0.0098  -0.011
Si  5.8577  1.3369  6.6939  0.0025  0.0125  -0.0116
As  9.6792  1.3066  6.9189  -0.0024  0.008  -0.0089
Si  -0.0304  4.5993  6.6624  0.0005  0.0177  0.001
Si  3.8474  4.7251  6.7063  -0.0083  -0.003  -0.0191
As  7.722  4.5654  6.9867  -0.0135  0.0006  -0.0066
Si  1.8106  8.2882  6.7312  -0.0119  -0.006  -0.0213
Si  5.9065  7.8495  6.6722  -0.0081  0.0085  -0.0089
Si  9.6553  8.1218  6.7571  0.0025  0.0027  -0.0297
As  -0.1274  11.3444  6.8187  -0.0094  -0.0059  -0.0087
Si  3.8178  11.3192  6.8317  0.0021  0.0028  -0.0253
Si  7.6459  11.4464  6.725  0.0139  0.002  -0.0089
O  9.7387  8.4712  8.3908  0.0044  -0.0008  0.0336
O  5.1997  9.5359  9.6456  -0.0025  -0.0024  0.0018
O  6.1472  1.3142  8.3451  0.011  -0.0021  0.0118
O  6.2366  7.5734  8.2969  0.0072  -0.0028  0.0137
O  3.9937  4.8508  8.3678  -0.0044  0.0086  0.0283
O  3.7508  11.3803  8.5146  0  -0.0056  0.0255
O  -0.0344  4.3962  8.3162  0.0017  -0.0045  0.005
O  7.4762  11.6113  8.3822  -0.0048  0.0005  0.0186
O  1.4871  1.1462  8.1463  -0.0049  -0.0062  0.0193
O  11.5257  -0.751  22.8233  0.0001  -0.0099  0.0077
O  7.6522  0.3507  22.7923  -0.0071  0.014  -0.0061
O  3.4831  12.9121  22.4994  -0.0047  0.0021  -0.0103
O  6.1775  8.9872  22.6704  0.0059  -0.0085  -0.0037
O  9.6075  3.631  22.9545  0.0023  0.0025  0.0049
O  6.235  2.6984  22.7774  -0.0041  -0.0073  -0.0027
O  0.3062  6.9163  22.9266  0.0028  0.0075  -0.0025
O  4.0195  6.3301  22.7384  -0.0058  0.0031  0
O  1.4804  9.3959  22.8218  -0.008  -0.0082  -0.0108
Si  7.7976  5.0943  12.7002  0.0095  0.0054  0.0108
Si  6.6233  -4.1178  16.5985  -0.0007  0.0027  0.0011
Si  5.0069  4.0793  16.54  -0.0043  0.0051  0.0039
Si  8.3935  -3.9088  19.2101  -0.004  0.0004  -0.0064
Si  -3.3993  10.0675  14.2093  0.0004  -0.0008  0.0029
Si  2.8447  11.7847  15.9907  0.0036  0.0012  0.0022
Si  -3.7457  8.0003  11.8868  0.0065  -0.0033  0.0098
Si  3.6764  16.0837  14.0545  0.0003  -0.0005  0.0054
Si  5.0672  13.3857  14.6151  0.0018  -0.0042  0.0007
Si  6.8383  6.3705  16.8132  -0.0057  0.0026  0.0053
Si  10.1806  4.7437  19.3497  0.0025  -0.0049  -0.0023
Si  -0.0994  0.1843  21.4897  0.0044  0.0166  0.0031
Si  0.9598  8.0848  21.977  0.0164  0.003  -0.0091
Si  9.7123  13.9753  11.1419  0.0046  -0.0099  -0.0012
Si  1.2593  9.8127  9.6255  0.0002  -0.0109  -0.0064
Si  0.9882  7.8034  16.916  0.0041  0.0013  0.0018
Si  2.1932  1.6012  9.5281  0.0002  0.0058  -0.0027
Si  6.3349  8.2612  21.205  -0.0135  0.0044  0.0079
Si  3.475  5.618  9.7158  0.0119  0.0078  -0.0066
Si  3.4439  9.2403  17.147  0.0009  0.0003  0.0019
Si  5.6755  12.4467  11.6105  -0.0017  -0.0002  0.0026
Si  8.1197  11.7968  9.8688  0.0025  -0.0121  -0.0015
Si  16.9482  1.6082  9.7273  -0.0082  -0.0004  -0.0038
Si  -1.6819  9.1493  9.8674  0.001  0.0085  -0.0045
Si  5.5282  7.953  9.7155  -0.0072  -0.0011  -0.0101
Si  -0.9034  3.0722  16.7023  -0.0023  0.0017  0.0004
Si  12.3124  30.3419  14.0914  0.0011  -0.0002  0.002
Si  -0.6806  7.7076  19.5572  0.0029  0.0059  -0.0044
Si  9.4617  12.9498  13.9314  0.004  -0.0016  0.0026
Si  9.7807  2.7716  21.5867  -0.0083  -0.0105  0.0038
Si  3.985  -2.8322  9.9336  0.0018  0.003  -0.0024
Si  -1.1189  -1.593  19.0475  0.0009  0.0075  0.0036
Si  7.179  5.8041  19.7422  -0.0055  0.001  -0.0096
Si  0.7807  4.4194  9.7193  0.0037  -0.0054  0.0014
Si  1.9391  11.2215  18.772  0.0018  0.0053  0.0057
Si  16.5264  14.7209  19.6959  0.0017  -0.0081  -0.0008
Si  5.1929  17.3465  11.5696  -0.0027  -0.0012  -0.0019
Si  10.3498  3.4835  11.7145  0.0031  0.0014  0.007
Si  15.2789  6.7885  21.2102  0.0017  0.0032  -0.0037
Si  6.4805  14.8475  16.9652  -0.0016  0.001  0.0009
Si  11.5337  6.2164  14.6733  -0.0014  0.0015  0.0037
Si  -4.5321  14.9891  21.8837  0.0058  -0.0046  -0.0157
Si  4.543  4.3049  19.5585  0.0056  0.0049  -0.0043
Si  0.9662  -0.8332  10.8688  -0.0016  0.0039  -0.0046
Si  -2.2139  0.4808  16.9562  -0.0028  -0.0004  0.0036
Si  -0.4629  9.0827  14.6523  -0.0031  0.0016  0.0021
Si  8.8049  18.1323  15.3576  0.0046  0.0057  0.001
Si  12.3355  11.7819  13.7269  0.0018  -0.0003  0.0022
Si  2.7577  13.0461  21.0334  -0.0035  0.0026  0.0072
O  7.1868  9.3273  20.305  0.0086  0.0042  0.0011
O  8.7088  -0.0748  10.0284  0.0159  0.0073  0.0069
O  3.9128  4.7721  11.0233  0.0028  -0.0006  -0.0014
O  4.3179  -1.0715  15.586  -0.001  0.0027  0.0029
O  8.6472  11.5573  13.7473  0.0038  0.005  0.0005
O  15.2274  18.8439  20.2686  0.0037  -0.0006  0.0094
O  4.2263  4.2791  17.9564  0.0066  -0.0018  -0.0015
O  1.7329  12.2433  14.9144  -0.001  0.0021  -0.0005
O  2.8121  9.8539  18.5362  0.0034  0.0015  0.0031
O  4.8091  7.8779  20.7039  0.0042  -0.0016  0.0121
O  10.0523  5.5604  14.7287  0.0012  0.0029  0.0029
O  2.105  2.8401  13.6674  0  0.0015  0.0017
O  -0.5343  12.7655  13.8868  -0.0088  0.0026  -0.0011
O  10.6034  14.9412  17.2564  0.0034  0.0045  0.0044
O  -0.0947  9.1799  10.2808  0.0014  0.0021  0.0006
O  4.137  7.1019  9.8387  0.0008  -0.0072  -0.0022
O  -2.4603  0.2232  15.3693  0.0025  -0.0037  0.0012
O  -0.6524  6.0985  19.7833  -0.0009  0.0024  0.0072
O  10.545  3.5967  20.4331  -0.007  0.0061  0.009
O  4.3739  11.5694  11.1546  0.0025  0.0043  0.0037
O  5.8279  3.0029  10.4075  0.0036  0.0058  0.0036
O  0.2241  10.2428  13.7708  0  0.002  0.0035
O  14.005  12.2145  17.524  0.0004  0.0006  0.0007
O  10.7137  14.9065  21.9561  -0.0047  0.0016  -0.0009
O  13.2062  3.0379  9.9929  -0.0035  0.0061  -0.0091
O  8.929  4.2189  11.9452  -0.0097  0.0075  0.0065
O  9.5293  9.3241  14.8363  0.0086  -0.0001  0.0021
O  5.5937  18.9475  16.1596  0.0044  0.0013  0.0052
O  2.6806  9.6978  10.4327  -0.0022  -0.0005  -0.0021
O  4.2695  2.7809  20.0602  0.0008  0.0087  0.0051
O  6.6891  6.6504  18.4183  0.0021  0  0.0041
O  6.99  10.227  15.3142  0.0004  0.0008  0.0035
O  1.5395  8.9617  8.2492  0.0003  0.0112  0.0244
O  3.9433  14.5015  14.2556  0.0018  0.0027  0.0016
O  1.9345  0.4489  10.6288  -0.0099  -0.0058  -0.0045
O  -0.313  4.5502  10.9112  0.0016  -0.0029  -0.0051
O  9.2887  10.6587  9.9983  -0.0056  0.0038  -0.0035
O  -3.9636  9.2457  12.9164  0.0019  -0.0013  -0.0006
O  8.1628  6.6702  12.7587  0.0017  -0.0088  -0.007
O  8.3069  2.3009  21.0883  0.0135  0.012  0.0298
O  11.8818  9.0449  16.1043  -0.0025  0.0007  -0.0016
O  -2.2592  10.7608  19.5701  0.0013  0.0016  0.007
O  7.6523  9.7146  17.7797  -0.0005  -0.0014  0.0007
O  5.6037  0.479  10.851  0.0043  0.0018  -0.0018
O  6.2855  16.4514  16.6747  -0.0007  0.002  0.0045
O  -0.1956  8.5025  20.8995  -0.0046  -0.0003  0.0068
O  4.6771  16.524  12.8604  -0.0019  -0.004  0.0071
O  -2.4405  8.2164  10.9478  -0.009  0.0001  0.0044
O  0.3004  11.0646  18.6804  0.0009  -0.0002  0.0063
O  3.766  0.2401  19.9292  0.0034  0.0059  0.0031
O  0.3589  3.228  15.669  -0.0019  -0.0007  0.0043
O  6.129  0.9731  20.7248  0.0028  0.0066  0.0135
O  5.0778  9.2475  17.1588  0.0054  0.0015  0.0047
O  5.4047  1.1174  18.1503  0.0023  0.0031  0.0036
O  -1.5552  2.1426  10.8215  0.0007  -0.0088  0.0017
O  2.2142  7.4776  21.1316  -0.0008  -0.001  0.0174
O  9.4026  8.1869  19.1552  0  -0.0004  0.008
O  -3.6335  1.0766  17.5191  0.0006  -0.0015  0.0054
O  10.7454  12.8858  20.2365  0.0001  -0.0051  0.0073
O  9.8474  12.5176  17.7216  -0.0015  0.0036  -0.0007
O  9.3171  16.6789  15.85  0.0009  0.0049  0.0018
O  2.6412  7.8267  16.9238  -0.0009  -0.0014  0.0043
O  6.2308  14.041  15.5599  -0.0003  0.0004  0.0038
O  6.9334  7.7824  16.0396  0.0005  0.0031  0.0038
O  6.5326  7.7374  10.969  0.004  0  0.0012
O  6.3644  4.977  11.9763  0.0075  0.0023  -0.0004
O  9.0603  0.4947  12.6514  0.0048  -0.0001  -0.0002
O  3.9689  3.5567  15.4063  0.0011  -0.0018  0.0016
O  11.1046  3.0374  13.1056  0.002  -0.0002  0.0001
O  10.7188  4.1795  17.9074  0.0007  -0.0014  0.0015
O  -0.5527  13.0777  11.0271  0.0004  0.0047  -0.0035
O  8.5885  5.0652  19.4577  0.0025  0.0027  0.0085
O  12.1161  6.4236  16.1905  0.0009  0.0013  0.0036
O  7.0031  11.6431  11.0663  0.0052  0.0025  -0.0071
O  -0.1774  7.6495  13.9074  0.0023  0.0014  0.0043
O  5.6615  12.7012  13.2377  0.0001  0.0032  0.0091
O  7.1684  6.8264  21.0353  0.0036  -0.0044  0.0017
O  14.578  10.166  15.8936  -0.0003  0.0019  0.0024
O  12.0311  7.9647  18.4138  -0.0006  -0.001  0.0045
O  1.835  5.6833  9.7137  -0.0005  -0.0001  0.0001
O  1.0362  11.4616  9.6534  -0.0034  0.0211  0.0178
O  -3.9386  4.5357  14.2253  0.0015  0.0032  -0.0097
O  17.7067  4.5967  19.9387  -0.0087  0.0031  0.0062
O  8.2329  5.5684  16.6205  0.0046  -0.0028  -0.001
O  0.9019  5.1694  13.8917  0.0003  0.0036  0.0018
O  1.4374  0.6094  21.1381  -0.004  -0.0052  0.0063
O  2.2762  11.6516  20.3184  -0.0002  -0.0002  -0.0034
O  3.7861  1.7372  9.3026  0.0001  -0.0054  0.0067
O  1.4588  11.9365  12.2855  -0.0031  0.0009  0.0055

Results
free energy: -193614.841 eV
free energy less fixed offsets of As -4856.12, O -568.88, Si -635.61 eV per atom: -3.531 eV

The program warned: the cutoff lies below the one the program advises for these potential files; the forces do not sum to zero within the program's tolerance; the exchange-correlation potential is rough where the density is thin.
